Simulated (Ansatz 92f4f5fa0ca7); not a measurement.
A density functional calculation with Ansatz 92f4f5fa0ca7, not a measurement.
Periodic cell of 252 atoms, Si144O100N8, from a study of silicon, its oxide and their interface. The atomic structure is a simulated model.

Settings: functional r2SCAN; potential files Ansatz PAW; basis plane waves; wave-function cutoff 800 eV; density cutoff ratio 5; exchange-correlation grid ratio 1; k mesh 1 x 1 x 1, shifted by 0.5 0.5 0 of a step; self-consistency stop 1e-10 eV per atom in the density residual; occupations fixed; spin none; net charge 0.

Cell vectors (angstrom)
a 10.887 0 0
b 0 10.887 0
c 0 0 35.4142

Atoms and the computed forces on them: element, x, y, z (angstrom), force x, y, z (eV/angstrom)
Si -0.1733 0.2095 0.1579 -0.0782 -0.0362 0.1958
Si 2.7185 2.104 0.0254 0.0997 0.0137 0.1454
Si -0.4052 5.7213 -0.0309 -0.099 0.031 0.1727
Si 3.0365 7.7197 0.0714 -0.0209 -0.0064 0.1112
Si 5.0004 0.0559 -0.0491 -0.0408 -0.026 0.1145
Si 8.2699 2.1698 0.2009 -0.0376 -0.039 0.187
Si 5.1811 5.574 0.0499 -0.1239 -0.0044 0.0984
Si 8.2417 7.9325 -0.2277 0.0367 -0.0406 0.1632
Si 1.2888 1.2635 1.6259 0.0266 -0.0101 0.0275
Si 3.9954 3.8621 1.2134 0.0676 -0.043 -0.0166
Si 1.2603 6.7427 1.3397 0.0107 0.0518 -0.0073
Si 4.1774 9.2866 1.4222 -0.0439 -0.0295 0.0615
Si 6.5738 1.1782 1.4548 0.0015 0.0501 0.0591
Si 9.4164 4.005 1.2516 0.0231 0.0176 0.0164
Si 6.7192 6.85 1.3159 -0.0715 0.0059 0.0469
Si 9.487 9.3866 1.2301 0.0285 0.0258 -0.0156
Si -0.0778 2.7636 2.7671 -0.0262 -0.0837 0.0155
Si 2.7468 -0.1697 2.7596 -0.0105 0.0061 0.0318
Si -0.0046 8.1593 2.7077 -0.0169 -0.0098 0.0237
Si 2.631 5.2759 2.6287 -0.0527 -0.0112 -0.0055
Si 5.3846 2.706 2.7443 0.0392 0.0358 0.0114
Si 8.0777 -0.1744 2.6886 -0.0275 -0.0192 0.0361
Si 5.5198 8.1126 2.8624 -0.0298 -0.0402 0.0168
Si 8.0939 5.4053 2.6286 0.01 0.0207 0.0168
Si 1.3242 4.0449 4.1357 -0.0302 -0.0016 -0.0189
Si 4.0571 1.2988 4.0834 0.0187 -0.01 -0.0109
Si 1.3336 9.4723 4.1249 0.0046 0.001 -0.0037
Si 4.031 6.6946 4.0228 0.0612 0.0535 -0.0439
Si 6.7658 4.0815 4.0588 -0.03 -0.0233 0.0027
Si 9.442 1.3023 4.0203 0.012 0.0872 -0.0311
Si 6.8286 9.4681 4.2139 0.0259 -0.0167 0.0012
Si 9.4978 6.7571 4.0176 0.0113 0.013 -0.0239
Si -0.0288 -0.002 5.4217 0.0145 -0.005 0.0182
Si 2.7051 2.6651 5.4574 0.0198 -0.0089 -0.0039
Si -0.0221 5.4508 5.4392 -0.0164 0.0038 0.0092
Si 2.7129 8.0977 5.4266 0.0008 0.01 0.0021
Si 5.4397 0.0021 5.4779 0.0003 0.0241 -0.0012
Si 8.1302 2.7049 5.4019 0.0049 0.0312 0.0097
Si 5.4187 5.416 5.4412 0.0232 -0.0081 -0.0231
Si 8.1989 8.0928 5.487 0.0076 0.0242 0.005
Si 1.338 1.3353 6.8191 -0.0242 0.0243 0.014
Si 4.0838 4.0508 6.8004 -0.0089 0.0154 0.0046
Si 1.3567 6.7892 6.8099 -0.0092 0.0014 0.0029
Si 4.0553 9.5129 6.7925 0.015 -0.0145 0.0143
Si 6.799 1.3859 6.8116 -0.0215 -0.0104 -0.0067
Si 9.4946 4.0821 6.7763 0.0159 -0.0252 0.0085
Si 6.7912 6.7726 6.8255 -0.018 -0.0004 0.0115
Si 9.5436 9.5087 6.8064 -0.0275 -0.0322 0.0056
Si -0.0074 2.7496 8.1324 -0.0042 0.0117 -0.012
Si 2.7117 -0.0105 8.1994 -0.0032 0.009 -0.0127
Si 0.0377 8.18 8.1722 0.0193 0.0058 0.0069
Si 2.7413 5.4413 8.1466 0.0151 -0.0096 -0.0048
Si 5.4752 2.7582 8.1887 0.0009 -0.0046 -0.015
Si 8.1721 0.0128 8.1305 0.0267 0.035 0.0018
Si 5.4379 8.183 8.1462 0.0248 -0.007 -0.0162
Si 8.1848 5.4534 8.2006 -0.0195 0.0135 -0.0275
Si 1.3647 4.11 9.4896 -0.0102 -0.0085 -0.0007
Si 4.1129 1.3957 9.5152 0.004 0.0303 -0.0007
Si 1.3436 9.5278 9.5909 0.0203 0.0078 -0.0135
Si 4.0683 6.8479 9.5092 -0.0026 0.0033 -0.0077
Si 6.8213 4.1333 9.5848 0.0442 0.0287 0.0035
Si 9.5354 1.3842 9.4794 -0.0104 0.0127 0.0014
Si 6.817 9.5471 9.4839 -0.019 0.0016 -0.0122
Si 9.5848 6.8394 9.5498 -0.009 0.0036 -0.012
Si -0.0256 0.067 10.8971 0.0026 0.0308 0.0222
Si 2.7415 2.7896 10.8389 0.0068 -0.0229 0.023
Si 0.1021 5.4987 10.9163 0.0073 0.0025 0.0215
Si 2.71 8.1528 10.9455 -0.0161 0.0217 -0.002
Si 5.4778 0.0174 10.8526 0.0251 -0.0189 0.0254
Si 8.2421 2.7493 10.8769 -0.0209 0.0081 0.0065
Si 5.4749 5.595 10.8934 -0.0222 -0.0175 0.0118
Si 8.2525 8.2863 10.8538 0.0231 -0.0437 -0.0056
Si 1.4262 1.3759 12.1888 -0.0174 0.0119 -0.0677
Si 4.0148 4.2757 12.1717 0.0849 0.0032 -0.0451
Si 1.3723 6.8514 12.4338 0.0004 -0.05 0.0015
Si 4.0886 9.5653 12.2063 0.0009 0.0389 -0.0182
Si 6.8748 1.3711 12.1905 -0.0362 0.0549 -0.0649
Si 9.6856 4.0768 12.2202 -0.02 -0.0208 -0.0386
Si 6.9127 6.9834 12.2097 0.023 0.0039 -0.0477
Si 9.4787 9.6869 12.3381 0.0478 -0.0148 -0.0547
Si 0.2367 2.7815 13.6112 -0.0246 0.0034 0.0184
Si 2.7141 -0.0101 13.594 0.0114 0.0278 -0.0083
Si -0.0463 8.3228 13.6887 -0.0198 -0.0522 0.001
Si 2.8355 5.5542 13.8563 -0.0624 0.0608 0.022
Si 5.3873 2.78 13.2627 -0.0151 -0.022 -0.0168
Si 8.1639 0.2101 13.824 -0.0214 0.0034 -0.0069
Si 5.5981 8.4628 13.578 0.031 -0.1286 0.0133
Si 8.2936 5.4778 13.4314 0.0019 0.0058 -0.0175
Si 1.8043 3.7974 15.1206 0.0406 0.0418 -0.1517
Si 4.0592 1.5384 14.6885 -0.0239 -0.0181 -0.1711
Si 1.2102 9.7858 15.1047 -0.0632 0.0091 -0.2221
Si 4.7684 6.6807 14.829 -0.1173 -0.0449 -0.1457
Si 6.694 4.1903 14.4924 -0.0358 0.0519 -0.1771
Si 9.982 1.2605 14.9556 -0.0249 -0.004 -0.1833
Si 6.3607 10.2756 15.1864 0.039 0.0273 -0.0489
Si 9.3044 7.012 14.8809 0.0335 0.0012 -0.1186
Si -14.9023 -2.0667 20.9454 -0.0081 -0.0471 -0.2346
Si 6.5499 14.1979 21.6909 0.0302 0.0178 -0.2359
Si -3.0392 -4.9965 21.0211 0.0076 -0.0192 -0.2097
Si 11.6943 2.4941 19.4956 0.0316 -0.0102 -0.2039
Si 6.5399 0.4928 22.8862 0.0015 -0.0107 -0.1648
Si 6.7376 18.8235 16.6446 -0.078 0.1125 -0.2373
Si -1.6668 -9.2894 17.8851 0.0249 0.0337 -0.2105
Si 2.6231 9.966 17.8421 -0.0615 0.0864 -0.1757
Si -3.6947 10.37 18.2995 -0.0194 0.0187 -0.2805
Si 14.5671 7.6191 23.8493 -0.04 -0.0086 -0.0921
Si 10.6469 -5.5257 17.0216 0.0603 -0.057 -0.213
Si 3.6831 -11.3846 22.9766 -0.0356 0.0136 -0.1899
Si 4.1247 15.667 23.137 0.023 -0.0324 -0.1641
Si 0.8194 3.0541 28.4616 -0.0664 -0.0049 0.157
Si 8.6406 -3.8944 28.0342 0.0371 0.0067 0.1016
Si 4.1588 -3.0568 19.5533 0.0041 0.0372 -0.2211
Si 14.0095 12.9891 17.3606 -0.0669 0.0272 -0.3135
Si -0.0298 11.3066 27.2648 -0.032 -0.0317 0.1135
Si -3.736 3.8203 33.6069 0.0305 0.0093 0.2076
Si -6.3882 17.7628 30.0617 -0.0006 0.0687 0.2812
Si 2.509 -10.4454 20.4029 -0.0478 0.0653 -0.2385
Si -8.498 -2.3897 31.3743 0.0616 0.0572 0.2282
Si 10.8162 -5.4205 19.9897 -0.0275 -0.0649 -0.2343
Si 13.1403 6.5067 21.6696 -0.0678 -0.0111 -0.2174
Si 11.2594 2.363 31.3755 0.0699 -0.0057 0.2231
Si 5.1968 1.8096 19.2981 -0.0224 -0.0037 -0.183
Si -3.1267 4.4323 29.02 -0.0211 0.0187 0.1415
Si 13.1174 0.3765 25.6576 0.0199 -0.0526 -0.0527
Si 2.2733 -11.428 33.9293 0.1179 0.072 0.3038
Si -4.7578 -4.8905 18.5896 0.0991 0.0607 -0.2106
Si 11.3099 -1.1219 29.7129 0.0559 -0.0064 0.1925
Si 3.8854 3.0224 25.6751 -0.0072 0.0253 -0.0192
Si -4.6391 5.202 31.4612 -0.0205 0.0383 0.2872
Si -11.8979 6.0041 30.3099 -0.0261 0.0085 0.2129
Si 17.0991 8.4735 28.432 0.0002 -0.0177 0.1804
Si 3.0123 15.823 27.9452 0.0174 0.0695 0.1223
Si 19.7162 5.9435 32.9577 0.0288 0.0572 0.3113
Si -13.9976 14.7836 17.2166 0.0263 -0.0256 -0.1447
Si -4.0095 -1.0132 33.0177 -0.0011 0.0197 0.3579
Si -4.7785 11.6663 25.7646 0.0549 -0.0093 0.0112
Si 1.4505 4.1107 33.43 0.0446 -0.0499 0.2781
Si 15.8401 -12.0303 30.5922 -0.033 -0.0444 0.2589
Si 11.2073 5.712 27.8239 -0.0438 0.0498 0.1275
Si 8.0363 -9.4884 28.1671 0.0615 -0.0111 0.1885
Si -12.7806 22.1244 31.0413 -0.0123 -0.0108 0.2279
Si 2.5665 -10.5104 31.082 0.0271 -0.0614 0.2467
Si 14.4717 6.153 32.8556 0.0164 -0.0253 0.2343
Si 15.0179 9.2873 26.3218 0.0272 -0.0138 0.0549
O -5.7081 -11.434 25.6783 -0.0045 0.0094 -0.0308
O 0.7489 -0.0496 34.2393 0.0258 -0.0445 -0.1459
O -8.6138 -18.0607 28.7273 0.0582 -0.0144 -0.0529
O 0.6484 5.2238 34.2526 0.0312 -0.0126 -0.1123
N 4.0453 6.5861 34.5153 0.0473 -0.0151 -0.1629
O 5.7751 9.3878 31.9479 -0.0716 -0.0423 -0.1822
O 0.4359 3.6924 32.2624 -0.0724 -0.0446 -0.1602
O 7.6052 -2.2117 33.8532 -0.0285 0.0746 -0.1347
O 11.5034 0.1791 25.7961 0.0281 0.0108 -0.0522
O 5.964 -3.6593 29.4387 0.0396 0.0237 -0.0635
O 6.3071 4.8448 34.5322 0.0429 0.0018 -0.0557
N 9.245 6.6767 34.4979 0.0288 0.0141 -0.1863
O 0.8897 4.3854 16.3685 -0.0596 0.0347 0.111
N 3.0039 2.6115 15.7144 0.0066 -0.0376 0.2168
O -4.8435 -1.0959 29.3748 0.0349 0.0283 -0.1157
O -3.5013 -7.4996 15.7337 -0.0004 -0.0573 0.1319
O 0.102 10.9403 15.4138 0.0106 -0.0132 0.0721
O 3.7123 8.912 18.4179 0.0807 -0.105 0.1043
O 13.6159 -0.4911 21.6772 0.061 -0.0561 0.1743
O 1.7906 9.3146 16.589 0.0573 -0.0193 0.1262
O 10.4085 6.5908 16.0131 0.0336 0.0225 0.0901
O 7.0417 11.4514 24.4414 0.0007 -0.0002 0.0685
O 20.2494 11.8954 27.3199 -0.0093 0.0129 -0.063
O 25.3239 -13.6736 25.3784 -0.0067 -0.0033 0.0266
O 0.2967 3.8985 20.0725 -0.0023 0.029 0.0688
O 3.2012 11.3591 17.2417 0.0504 -0.1216 0.1219
O 7.517 9.3997 19.5628 -0.0081 -0.0575 0.1292
O 6.584 -5.2256 20.0694 -0.0125 -0.0141 0.098
O -8.1715 -8.9732 25.8587 -0.0082 0.024 0.002
O -2.222 4.3726 33.3653 0.0353 -0.0648 -0.1252
O 1.4744 -9.2362 20.6997 0.0114 -0.0371 0.1053
O -6.3204 6.2575 23.7088 0.0287 0.0272 0.0565
O 6.4778 -6.1585 17.6768 -0.0516 0.0282 0.0789
O 16.2417 8.4269 20.4778 0.0107 0.0301 0.0933
O 5.2436 0.5845 15.3906 0.0567 0.0126 0.1149
O 20.9604 17.6339 27.2515 0.0133 -0.0084 -0.0998
O 2.8631 15.5885 32.9328 0.0444 0.0027 -0.1222
N -4.2282 -1.2572 16.8072 0.0733 -0.0818 0.2172
O 7.6441 -2.6505 27.6777 0.0094 0.0123 -0.0573
O 5.3384 3.9365 22.5377 -0.07 0.0248 0.092
O 3.7657 5.8985 28.9974 -0.0721 -0.0922 -0.1292
O -0.9089 23.2198 31.745 -0.0278 -0.0014 -0.0617
O -2.9446 7.604 15.5923 -0.1 0.0436 0.1053
O -9.2666 10.8553 29.8439 -0.0588 0.0021 -0.1283
O 6.4478 4.7003 29.931 0.0219 -0.0257 -0.1515
O 8.6259 11.0083 17.9176 0 -0.0299 0.0756
O 4.9072 0.5513 22.8568 -0.023 0.0159 0.0493
O 3.9309 4.174 26.8434 0.0396 -0.0185 -0.0333
O -18.8776 -0.6421 26.766 -0.0114 -0.0035 0.0206
O -2.6893 11.7466 29.7061 -0.0561 0.0327 -0.1351
O 0.2687 -4.9816 18.4585 0.0197 0.0279 0.1577
O 18.5135 18.3441 21.5156 0.0084 0.0525 0.0907
O 5.9453 13.7896 20.2229 0.0508 0.052 0.1414
O -16.4942 23.9556 25.6351 -0.0102 0.0189 -0.0022
O 4.6029 6.4851 18.7431 -0.0699 -0.0122 0.0518
O -0.0544 -6.7576 27.5875 -0.006 -0.0345 -0.0586
O -3.7927 1.8807 22.244 0.0111 -0.0583 0.0774
O 12.7302 -22.207 19.188 -0.0174 -0.0003 0.1121
O 8.0382 13.5484 18.2184 -0.0428 0.0027 0.1048
O 5.6078 -5.5928 14.9889 0.0412 0.0119 0.0571
O 3.0302 5.0991 21.9661 0.0337 -0.0465 0.0749
O 10.4177 1.7058 18.9271 0.0451 -0.0101 0.0969
O 11.6575 -4.6498 21.1196 0.0738 0.051 0.1291
O -1.7142 4.7144 17.1969 -0.0124 0.0065 0.0829
O -8.9983 1.7421 31.6091 0.0219 0.0027 -0.0629
O 7.4127 6.1799 32.1397 -0.063 0.0219 -0.1802
O 15.0303 0.2914 30.6543 0.0401 0.0262 -0.1089
O 1.9003 2.6133 18.2905 -0.0481 0.0172 0.1467
O 7.3541 -8.4937 34.2683 -0.0329 0.0202 -0.1088
O 6.8589 0.7977 27.2109 -0.0331 -0.02 -0.0612
O 6.9638 10.0223 22.0622 -0.0078 0.0647 0.1056
O 4.9504 -2.4028 27.4402 -0.0744 0.0085 -0.1068
O 7.777 13.8778 28.3144 0.0079 -0.0176 -0.0629
O 20.1602 16.6926 20.2811 -0.0528 0.0114 0.0712
O 9.9817 10.0428 30.5854 0.0034 -0.0406 -0.0586
O 7.7201 -6.4157 21.8503 -0.0227 -0.0645 0.0888
O 11.8158 1.605 27.8028 0.026 -0.0142 -0.0347
O -9.1143 2.8166 34.3268 -0.0914 0.0891 -0.1119
O 3.9557 -9.811 20.0459 -0.0002 -0.0377 0.0867
O 2.9609 18.2946 20.5308 -0.04 -0.0262 0.1169
O -1.1941 1.9774 16.3863 -0.0122 0.0253 0.1815
O 3.5525 3.8501 24.3235 -0.0284 -0.0455 0.0823
O 11.2507 5.8764 29.4645 0.0608 -0.0026 -0.098
N 2.4134 10.014 32.249 -0.0239 -0.0146 -0.1604
O 0.1064 2.7801 29.8634 -0.0213 0.0392 -0.203
O 0.0305 9.9199 28.143 -0.0251 0.0161 -0.0936
O 15.4183 2.5739 18.0211 0.0737 -0.0201 0.1061
O 17.0537 0.6234 18.7944 -0.0351 0.025 0.0849
O 2.7056 10.7636 24.1994 -0.0511 0.0193 0.0738
O -8.5085 8.8562 34.5315 0.0381 0.0389 -0.0703
O -0.8739 -4.6251 31.8924 0.0569 0.0001 -0.1178
O 1.0797 -13.3438 30.3821 -0.0763 -0.0023 -0.1097
O -2.9141 -0.1435 32.1998 0.0674 0.0431 -0.137
O 4.3327 8.9084 23.1124 0.0162 -0.0389 0.0506
O 9.0059 -6.2398 30.0505 -0.0297 -0.0309 -0.0529
O 7.8431 16.4711 27.8752 -0.0304 0.0083 -0.0769
O 1.835 -5.0101 27.2703 0.0141 -0.0016 -0.068
O 24.0377 18.1919 23.0928 0.0263 0.0364 0.0986
O 17.1777 -7.109 32.2556 -0.0348 -0.0168 -0.1633
O -1.3797 1.2228 35.1268 -0.001 -0.0072 -0.0852
N -17.0093 -15.7144 31.5818 0.0419 -0.0402 -0.1778
O -5.6494 7.3881 16.2474 0.0769 0.0318 0.0884
O 7.0643 7.2092 18.0403 0.027 -0.0685 0.1314
N 3.4261 0.6265 34.7084 -0.0677 -0.0173 -0.1422
O 6.0271 10.6853 34.1264 0.0979 -0.0136 -0.1676
O 2.4452 7.2009 32.3373 -0.0619 0.0438 -0.1024
N 3.8118 8.4387 30.394 0.0365 -0.0285 -0.122
O 9.0443 7.2166 29.5994 -0.0177 0.0344 -0.0741

Results
free energy: -152232.990 eV
free energy less fixed offsets of N -386.36, O -570.45, Si -639.56 eV per atom: -0.470 eV

The program warned: the cutoff lies below the one the program advises for these potential files; the forces do not sum to zero within the program's tolerance; empty levels may hold ghost states of the PAW files; the exchange-correlation potential is rough where the density is thin.
